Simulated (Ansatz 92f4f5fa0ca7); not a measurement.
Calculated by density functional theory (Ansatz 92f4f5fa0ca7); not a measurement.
Periodic cell of 226 atoms, Si133O92B1, from a study of silicon, its oxide and their interface. The atomic structure is a simulated model.
Doubt: the cutoff is low for norm-conserving oxygen, so forces and energies are approximate.
Doubt: the program's own warning below bears on the result.

Settings: functional HSE06; potential files SPMS norm-conserving; basis plane waves; wave-function cutoff 800 eV; density cutoff ratio 4; exchange-correlation grid ratio 1; k mesh 1 x 1 x 1, Gamma-centred; occupations fixed; spin none; net charge -1 e, with a uniform compensating background and no finite-size correction.

Cell vectors (angstrom)
a, 10.938, 0, 0
b, 0, 10.938, 0
c, 0, 0, 31.9494

Atoms: element, x, y, z (angstrom)
Si, 10.627, 0.0009, 24.4267
Si, 5.0746, 0.1269, 24.6726
Si, 2.8189, 2.2939, 24.54
Si, 8.5698, 2.4358, 24.5681
Si, 10.7046, 5.5879, 24.3456
Si, 5.1574, 5.6149, 24.4605
Si, 2.9874, 7.9525, 24.4136
Si, 8.4139, 7.831, 24.4259
Si, 1.2921, 1.1309, 25.8517
Si, 6.8162, 1.3285, 25.7483
Si, 3.9841, 4.0105, 25.7419
Si, 9.6868, 4.0207, 25.8613
Si, 1.3379, 6.7937, 25.6788
Si, 6.8031, 6.7226, 25.7641
Si, 4.0011, 9.4668, 25.9646
Si, 9.4828, 9.4397, 25.81
Si, 2.636, -0.1351, 27.3036
Si, 8.1408, -0.0667, 27.1577
Si, 0.0782, 2.6543, 27.2264
Si, 5.4524, 2.7197, 27.1238
Si, 2.6663, 5.4157, 27.1234
Si, 8.1927, 5.3684, 27.1479
Si, 0.0119, 8.1512, 27.1445
Si, 5.5104, 8.1421, 27.197
Si, 4.0897, 1.3242, 28.5129
Si, 9.5464, 1.315, 28.5234
Si, 1.391, 4.0646, 28.5848
Si, 6.8097, 4.0583, 28.5389
Si, 4.082, 6.7751, 28.5064
Si, 9.5629, 6.7768, 28.4993
Si, 1.2934, 9.4773, 28.6453
Si, 6.8268, 9.5358, 28.5803
Si, -0.0397, -0.0222, 29.9513
Si, 5.4545, -0.015, 29.9193
Si, 2.777, 2.7118, 29.9211
Si, 8.1894, 2.7027, 29.8952
Si, -0.0135, 5.4379, 29.9153
Si, 5.46, 5.4457, 29.9061
Si, 2.7383, 8.141, 29.9309
Si, 8.2287, 8.172, 29.8991
Si, 1.3731, 1.3708, 31.2765
Si, 6.8285, 1.3671, 31.2838
Si, 4.1224, 4.0835, 31.3002
Si, 9.5491, 4.0806, 31.2806
Si, 1.3609, 6.808, 31.3008
Si, 6.8352, 6.8385, 31.2648
Si, 4.0894, 9.5568, 31.2865
Si, 9.557, 9.5416, 31.3108
Si, 2.7412, 0.013, 0.7074
Si, 8.2101, 0.0165, 0.6939
Si, 0.0175, 2.7515, 0.7062
Si, 5.4948, 2.7492, 0.7355
Si, 2.7475, 5.4589, 0.706
Si, 8.2074, 5.4914, 0.6978
Si, 0.0217, 8.213, 0.7357
Si, 5.4883, 8.2211, 0.7075
Si, 4.104, 1.3912, 2.089
Si, 9.6126, 1.3562, 2.0633
Si, 1.364, 4.1445, 2.0896
Si, 6.8494, 4.1552, 2.0899
Si, 4.1087, 6.8504, 2.0619
Si, 9.5874, 6.8433, 2.0939
Si, 1.3777, 9.6176, 2.1013
Si, 6.8451, 9.6292, 2.0672
Si, 0.0428, 0.0527, 3.5201
Si, 5.4915, 0.0466, 3.4658
Si, 2.7203, 2.7716, 3.4372
Si, 8.2876, 2.7926, 3.3704
Si, 0.035, 5.5219, 3.5087
Si, 5.466, 5.5239, 3.4744
Si, 2.7461, 8.2271, 3.4236
Si, 8.2509, 8.2953, 3.4064
Si, 1.3622, 1.5037, 4.9041
Si, 6.925, 1.4806, 4.7328
Si, 4.0205, 4.1764, 4.8133
Si, 9.6514, 4.0601, 4.8287
Si, 1.4054, 6.9434, 4.883
Si, 6.8539, 6.9966, 4.7506
Si, 4.102, 9.58, 4.7937
Si, 9.6315, 9.5778, 4.8722
Si, 2.7736, 0.0556, 6.1342
Si, 8.3195, 0.1478, 6.1099
Si, 0.1547, 2.9535, 6.4256
Si, 5.5196, 2.845, 6.0593
Si, 2.6159, 5.4734, 6.2652
Si, 8.3026, 5.6104, 5.9548
Si, 0.0775, 8.2884, 6.3841
Si, 5.4821, 8.2944, 6.2262
Si, 4.4373, 1.1973, 7.3366
Si, 9.8705, 1.2263, 7.6016
B, 1.1798, 4.5325, 7.566
Si, 6.6558, 4.564, 7.206
Si, 4.2759, 6.6644, 7.5106
Si, 9.8534, 6.5232, 7.5168
Si, 1.2933, 9.9564, 7.6878
Si, 6.7245, 9.9655, 7.4001
O, 9.5857, 1.2387, 23.9803
O, 4.1055, 6.803, 23.9446
O, 4.0092, 1.2401, 24.0348
O, 9.5329, 6.7007, 23.8974
O, 0.0951, 5.4576, 7.9688
O, 5.5833, 0.1323, 7.9279
O, 0.0901, 0.1087, 8.1317
O, 5.5478, 5.628, 7.8458
O, 7.6208, 3.9818, 8.3927
O, 8.8378, 6.9871, 8.7821
O, 2.1966, 9.471, 9.032
O, 8.9046, 1.6927, 8.9137
O, 7.637, 9.4005, 8.6645
O, 3.6007, 1.8666, 8.5798
O, 3.5948, 7.2182, 8.9438
O, 1.9653, 4.0436, 8.6999
O, 8.1426, 3.4845, 23.3536
O, 0.4442, 4.9303, 22.9563
O, 1.9029, 2.7396, 23.2417
O, 5.834, 4.911, 23.1222
O, 5.5194, 9.9997, 23.4984
O, 2.4444, 8.6859, 23.0213
O, 0.1905, 10.0684, 23.0855
O, 7.7789, 8.5728, 23.0781
Si, 8.6558, 7.705, 18.4353
Si, 8.7748, 6.3595, 13.6278
Si, 3.7855, 1.5427, 14.6588
Si, 2.1309, 5.7441, 17.6132
Si, 2.4107, 3.1461, 19.4923
Si, 9.8163, 9.0274, 12.069
Si, 1.3306, 9.418, 22.0809
Si, 9.1769, 0.9675, 13.1845
Si, 1.409, 5.0628, 13.0105
Si, 1.8, 8.2581, 12.794
Si, 6.6475, 9.5556, 22.4308
Si, 4.5165, 4.595, 15.6705
Si, 8.1934, 3.0282, 9.5478
Si, 0.8418, 8.2459, 19.2573
Si, 6.9492, 1.3504, 21.0898
Si, 8.2673, 8.26, 9.6391
Si, 10.8756, 5.2102, 15.598
Si, 7.566, 9.507, 16.3038
Si, 9.9296, 2.0588, 20.294
Si, 3.2311, 8.5122, 9.8914
Si, 6.6846, 3.3571, 17.3955
Si, 1.1647, 0.2086, 19.8027
Si, 3.1923, 2.8282, 12.2188
Si, 7.2117, 5.4, 19.6805
Si, 5.7777, 8.6505, 11.5024
Si, 5.7789, 6.0656, 13.1637
Si, 4.6343, 9.7177, 17.6132
Si, 1.0187, 3.5972, 22.1804
Si, 4.8946, 1.4906, 18.7983
Si, 3.0946, 3.1616, 9.4235
Si, 6.4565, 10.8129, 13.7533
Si, 10.3517, 0.123, 15.9596
Si, 5.6026, 3.675, 11.0733
Si, 9.8245, 3.9028, 11.8943
Si, 2.3468, 9.9332, 15.5198
Si, 6.0751, 8.1328, 19.7959
Si, 6.9346, 3.9728, 22.3783
Si, 9.7483, 2.7802, 17.3602
O, 7.1818, 6.3738, 13.9561
O, 1.8822, 7.058, 18.6679
O, 10.2871, 4.0362, 16.5209
O, 6.1684, 9.9743, 17.049
O, 10.1505, 0.7172, 14.4632
O, 8.4418, 6.1235, 18.8562
O, 5.1598, 0.6794, 14.3661
O, 5.7106, 2.0629, 17.5179
O, 8.3447, 1.9414, 20.5445
O, 1.9894, 4.3003, 18.4013
O, 6.9049, 2.8177, 10.5614
O, 4.8252, 2.7046, 12.1342
O, 6.015, 4.3913, 16.3271
O, 4.4757, 3.9874, 9.9004
O, 10.689, 2.7728, 21.5511
O, 9.7022, 6.1671, 14.9771
O, 6.0047, 6.4964, 19.8355
O, 4.0785, 0.1785, 18.2766
O, 9.2623, 10.5493, 12.278
O, 2.8363, 4.3616, 12.6978
O, 1.9103, 10.7003, 21.2082
O, 3.9897, 2.7259, 19.3857
O, 0.7362, 10.0542, 15.9556
O, 1.2751, 9.8045, 18.8328
O, 1.71, 1.665, 19.274
O, 8.9428, 10.389, 16.4838
O, 4.8763, 8.5933, 18.782
O, 9.5818, 8.7541, 10.4832
O, 6.7354, 4.1016, 18.8416
O, 2.8228, 1.724, 13.341
O, 5.826, 8.7784, 21.2608
O, 2.4617, 2.5194, 10.8075
O, 7.6079, 4.8488, 21.1658
O, 5.2192, 7.479, 12.5281
O, 0.4324, 9.0699, 12.4992
O, 7.5855, 1.057, 13.5705
O, 7.0989, 9.6375, 14.7372
O, 8.9693, 5.02, 12.7181
O, 8.0848, 8.0449, 16.9097
O, 6.212, 2.576, 21.8959
O, 2.461, 9.0663, 14.0987
O, 0.4025, 4.5048, 11.857
O, 0.8157, 8.316, 20.9294
O, 9.3384, 3.8473, 10.3584
O, 9.6585, 2.3865, 12.5253
O, 7.6217, 8.5701, 19.3915
O, 2.569, 8.1861, 11.3596
O, 3.9808, 3.0524, 15.3256
O, 0.8227, 4.5032, 14.4302
O, 10.0469, 2.9996, 18.9535
O, 9.1466, 7.8031, 12.9463
O, 10.5113, 0.5373, 20.0732
O, 6.0075, 5.0302, 11.9056
O, 8.1466, 2.7533, 17.0112
O, 3.5191, 5.4647, 16.7022
O, 4.6873, 9.1296, 10.3683
O, 1.5285, 6.6828, 13.1711
O, 4.7529, 5.4968, 14.32
O, 2.0404, 3.8566, 20.9214
O, 10.5407, 1.4109, 16.9497
O, 0.9315, 6.0729, 16.5545
O, 7.3354, 10.9498, 21.9295
O, 5.9296, 0.9165, 19.9121
O, 6.1152, 10.0072, 12.3713
O, 2.8493, 0.5551, 15.5516
O, 7.0791, 7.9726, 10.7496
O, 10.2428, 8.019, 18.6843
O, 3.4476, 9.2165, 16.5655

Results
free energy: -56351.632 eV
free energy less fixed offsets of B -77.42, O -447.96, Si -113.29 eV per atom: 5.678 eV
gap between the highest filled and lowest empty level on this k mesh: 0.867 eV

The program warned: the cutoff lies below the one the program advises for these potential files; the model core charge is not resolved on the grid; the forces do not sum to zero within the program's tolerance; the exchange-correlation potential is rough where the density is thin.
